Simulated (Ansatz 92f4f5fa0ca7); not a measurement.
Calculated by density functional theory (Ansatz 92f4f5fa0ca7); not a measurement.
Periodic cell of 199 atoms, Si117O82, from a study of silicon, its oxide and their interface. The atomic structure is a simulated model.

Settings
functional: PBE
potential files: Ansatz PAW
basis: plane waves
wave-function cutoff: 700 eV
density cutoff ratio: 5
exchange-correlation grid ratio: 2
k mesh: 2 x 2 x 1, shifted by 0.5 0.5 0.5 of a step
self-consistency stop: 5e-08 eV per atom in the density residual
occupations: Fermi-Dirac, 0.05 eV
spin: none
net charge: 0

Cell vectors (angstrom)
a  11.5983  0  0
b  0  11.5983  0
c  2.0469  0.7515  30.399

Atoms: element, x, y, z (angstrom)
Si  8.7889  8.4546  1.729
Si  8.5686  2.6642  2.0622
Si  8.5128  5.5625  2.3349
Si  2.1952  9.1933  2.3379
Si  0.8187  2.4171  1.4156
Si  1.3707  5.264  1.6162
Si  2.7873  7.5527  0.6757
Si  3.7956  2.7277  1.8328
Si  3.7227  5.1509  1.9443
Si  0.0077  9.0726  3.4275
Si  -0.8315  2.2372  3.0411
Si  -0.0574  5.556  3.6264
Si  4.2883  9.3363  3.6301
Si  4.7893  1.8484  3.8246
Si  4.6197  5.562  4.0398
Si  6.9143  9.0826  3.1735
Si  7.1769  2.0915  3.8908
Si  7.0431  5.6549  4.118
Si  0.0216  -0.4407  4.4465
Si  -0.1075  3.5989  4.9031
Si  0.015  7.4408  5.0573
Si  4.3541  -0.2733  4.9809
Si  4.0319  3.6339  5.2363
Si  3.9756  7.5385  5.1712
Si  7.4388  -0.0358  4.8257
Si  7.5971  3.7916  5.3984
Si  7.5824  7.6634  5.1471
Si  -1.8748  -0.3203  6.7363
Si  9.6683  3.6977  6.4678
Si  -1.9731  7.5292  6.4498
Si  2.3114  -0.2202  6.2211
Si  1.892  3.6016  6.2778
Si  1.9481  7.4461  6.4212
Si  5.9587  -0.2095  6.6535
Si  5.7568  3.7136  6.8146
Si  5.8015  7.5882  6.675
Si  9.6471  9.3414  7.9938
Si  9.6401  1.772  7.8382
Si  9.627  5.5853  7.8933
Si  2.0132  9.4421  7.7076
Si  2.0051  1.6823  7.6327
Si  1.8178  5.5123  7.7898
Si  5.8881  9.4823  8.0326
Si  5.7937  1.7134  7.9996
Si  5.7956  5.6772  8.0804
Si  0.1001  9.3493  9.1659
Si  0.1008  1.7983  9.0424
Si  -0.0786  5.4987  9.3384
Si  3.8812  9.5041  9.2438
Si  3.7734  1.7359  9.2195
Si  3.7168  5.6386  9.2013
Si  7.7714  9.3861  9.4635
Si  7.7606  1.6565  9.2746
Si  7.778  5.5984  9.4194
Si  0.1579  -0.1677  10.2822
Si  0.1586  3.5014  10.7818
Si  0.0064  7.4764  10.6692
Si  3.9414  -0.163  10.6365
Si  3.5192  3.7109  10.5249
Si  3.8589  7.5567  10.5836
Si  7.8534  -0.1976  10.7291
Si  7.4664  3.5333  10.5861
Si  7.8467  7.5019  10.8818
Si  9.9942  0.0371  11.7618
Si  8.4884  3.4382  12.6693
Si  9.8067  7.8148  12.3006
Si  1.9389  0.1333  11.7943
Si  1.9694  3.9491  12.3005
Si  1.966  7.722  11.9488
Si  5.2221  1.8996  13.3262
Si  5.4527  3.7024  11.7611
Si  5.7606  6.922  11.9113
Si  10.8617  9.8684  13.0858
Si  10.4312  2.2754  12.5586
Si  9.4238  6.1011  13.9129
Si  1.7152  9.801  13.0205
Si  1.85  1.8867  13.5153
Si  2.1104  6.1854  13.6605
Si  5.8098  10.467  14.2329
Si  5.8693  -0.0251  12.1021
Si  5.8541  7.4609  14.116
Si  -1.0429  11.1547  14.9645
Si  -0.1759  1.7212  14.6875
Si  0.3017  6.4953  15.1254
Si  3.4256  10.2687  14.6946
Si  3.5626  1.116  14.9574
Si  3.7478  7.2923  15.1238
Si  7.4402  11.5922  15.5948
Si  7.0609  2.7179  14.4083
Si  6.9152  5.7913  15.3706
Si  5.2485  6.3984  20.4515
Si  7.86  4.8517  21.0762
Si  13.6228  12.3929  19.2471
Si  0.5682  6.6901  18.07
Si  10.3769  4.6433  19.5646
Si  9.303  10.1184  20.7934
Si  0.3777  2.6567  17.6308
Si  12.952  -0.4747  21.9361
Si  15.2221  10.2192  20.3963
Si  14.1136  7.2159  20.2984
Si  10.7496  8.8521  16.7325
Si  7.4609  0.3779  27.6505
Si  3.161  11.9511  30.5495
Si  7.0353  1.4895  30.19
Si  10.1471  5.8083  22.3107
Si  0.1624  -0.4284  30.1092
Si  10.5258  12.2421  22.9015
Si  9.2238  3.3205  23.2378
Si  3.2598  2.8908  17.6985
Si  6.507  9.2152  20.3998
Si  5.4997  -0.8419  29.3334
Si  8.2339  9.9154  18.0822
Si  9.0842  1.286  25.389
Si  4.8875  5.6018  17.4989
Si  10.0635  1.9571  30.7466
Si  10.2443  0.9146  28.0896
Si  11.5444  8.2815  21.7371
O  10.205  8.6831  2.5602
O  10.0414  5.509  2.921
O  2.2353  2.3666  2.2646
O  -0.7417  0.6346  3.5028
O  7.1506  10.7208  3.4346
O  1.6206  -0.0458  4.6642
O  -0.3575  -0.333  6.0595
O  8.9131  -0.5966  5.296
O  8.6476  5.078  12.9103
O  6.5835  8.9635  14.3967
O  5.5731  5.2825  12.318
O  10.8145  5.4305  14.4845
O  8.4882  6.2617  15.2734
O  8.9076  11.2259  14.9421
O  -0.5242  0.7074  31.0676
O  4.97  6.4689  18.8596
O  8.7043  2.699  24.6597
O  8.4207  6.8771  1.3867
O  2.8677  13.5626  30.6868
O  9.1575  10.6331  19.2412
O  5.9786  7.7722  20.9384
O  1.7636  11.1469  30.3405
O  1.8883  10.6258  1.4685
O  0.7796  3.9419  0.761
O  4.0462  6.4691  0.8971
O  4.1034  1.9561  0.4066
O  6.4414  -0.0328  30.4321
O  5.221  9.1955  29.7328
O  12.7143  12.0516  20.5789
O  11.0101  7.891  15.3995
O  13.5805  6.5669  18.8855
O  -0.3481  2.5313  16.1701
O  12.1594  0.4229  23.0617
O  0.1465  8.2768  17.9033
O  3.2897  8.8383  15.6714
O  11.0141  3.3336  18.7907
O  0.873  1.1448  18.1167
O  6.2724  5.163  20.8103
O  7.9991  3.626  22.1713
O  6.6824  4.2079  14.9641
O  5.2524  10.2755  20.4898
O  6.4112  5.7578  16.9307
O  1.7661  3.5237  17.4327
O  7.383  13.2525  15.645
O  14.572  10.7964  21.8124
O  9.9253  11.2965  21.7152
O  10.8618  7.2048  22.7857
O  7.5194  11.0434  17.1467
O  12.7314  7.3545  21.1282
O  12.2798  9.6463  22.2164
O  9.176  8.8814  17.2167
O  11.1384  10.3838  16.3191
O  7.7006  0.7035  26.0722
O  14.6842  13.6688  19.1362
O  0.7958  6.0188  16.6077
O  3.6925  6.3093  21.039
O  9.7242  0.2633  24.2843
O  8.4861  1.5121  30.9149
O  10.0065  4.7368  23.5429
O  14.7617  8.6924  20.0854
O  10.23  2.2127  22.5633
O  14.6261  11.0918  19.1267
O  3.8548  6.2831  16.4372
O  7.7842  9.724  21.2983
O  -0.7377  5.9586  18.7277
O  4.0921  0.002  29.235
O  10.91  4.9504  21.0998
O  11.4982  -0.0484  28.5253
O  1.4167  6.5872  0.5578
O  4.3891  4.0627  17.7887
O  8.2635  4.2057  1.4541
O  7.0456  1.7073  28.5503
O  7.0352  9.087  18.8445
O  10.2319  1.4717  26.5609
O  8.9222  -0.0685  28.2678
O  6.3152  -0.7711  27.8979
O  -0.5467  -1.8107  30.5903
O  3.6477  1.8548  16.4709
O  8.6305  6.1551  21.7389
O  10.3078  8.8122  20.7911
O  8.7272  4.4866  19.6938
O  10.2217  2.2233  29.102

Results
free energy: -121012.136 eV
free energy less fixed offsets of O -569.03, Si -635.61 eV per atom: 14.694 eV
pressure: -0.30 GPa
stress xx, yy, zz, yz, xz, xy (GPa, positive in tension): 0.09, 0.43, 0.38, 0.09, -0.03, 0.24

Forces (eV/angstrom), in the order of the atoms: element, x, y, z
Si  -0.1479  -0.2781  -0.6186
Si  -0.1908  0.0579  0.0051
Si  0.0642  0.0601  0.3146
Si  0.3074  0.3594  -0.508
Si  0.1566  0.0996  0.04
Si  -0.0728  0.3431  0.0929
Si  -0.097  -0.1529  -0.091
Si  0.3973  -0.3946  0.3377
Si  -0.157  0.1721  -0.1921
Si  -0.3797  -0.4438  0.0845
Si  0.0868  -0.1329  0.1612
Si  0.0512  -0.0646  -0.3215
Si  0.1497  -0.2141  0.2505
Si  0.111  0.1644  0.0502
Si  0.2094  0.1386  -0.0543
Si  -0.0893  0.1297  0.6396
Si  -0.2446  0.0325  0.0805
Si  -0.1532  -0.1089  0.0062
Si  0.2613  0.3771  0.032
Si  -0.0287  0.1025  0.2096
Si  0.0922  -0.0791  0.373
Si  -0.4625  0.1496  0.1228
Si  0.0504  -0.1186  -0.0109
Si  0.01  -0.0756  0.0258
Si  0.3572  0.4839  0.0223
Si  -0.1045  0.0379  0.0465
Si  -0.158  0.2993  -0.0718
Si  0.1437  -0.0435  -0.5023
Si  0.0143  0.0322  -0.0954
Si  -0.0159  -0.12  -0.1788
Si  0.3298  0.1081  -0.4186
Si  0.181  0.0274  0.0087
Si  -0.0069  0.087  -0.1223
Si  0.2139  -0.051  -0.2364
Si  0.2534  -0.1084  0.023
Si  -0.0005  0.0404  -0.044
Si  -0.0978  -0.1362  0.3063
Si  -0.0569  0.2  0.1742
Si  -0.0329  -0.019  0.0891
Si  -0.022  -0.0051  -0.0094
Si  -0.1059  -0.0528  0.052
Si  -0.0183  -0.0206  -0.0202
Si  -0.0148  0.0416  -0.0158
Si  0.0262  0.1555  -0.0387
Si  -0.0238  0.023  0.0925
Si  0.0554  0.1293  -0.0079
Si  0.2915  -0.2342  -0.0877
Si  0.1156  -0.0591  0.0503
Si  -0.0646  0.0744  -0.0304
Si  0.102  -0.1748  0.0283
Si  -0.0597  0.0046  -0.0208
Si  -0.0488  0.0283  -0.0819
Si  -0.0671  -0.0741  -0.0711
Si  0.0272  -0.008  -0.0984
Si  -0.0213  0.3408  -0.1964
Si  -0.4448  -0.0259  0.2697
Si  -0.0617  0.0548  0.157
Si  0.0992  0.2002  -0.0101
Si  0.367  0.0153  0.1394
Si  -0.0447  -0.1709  0.0318
Si  0.0561  0.0321  0.2165
Si  0.1712  -0.0315  0.0848
Si  -0.0571  -0.0072  -0.048
Si  -0.0343  0.2185  0.0323
Si  0.0237  -0.3793  -0.1325
Si  0.1234  0.1591  -0.1589
Si  0.0104  0.121  0.1329
Si  0.0557  0.1257  0.1437
Si  0.1327  0.1781  -0.2042
Si  0.2545  -0.0629  0.021
Si  -0.561  0.2585  -0.5724
Si  -0.0181  -0.4065  -0.2553
Si  0.0379  -0.0953  0.0432
Si  0.1193  -0.0741  -0.0576
Si  0.0434  0.1187  0.0705
Si  -0.1806  0.0108  0.002
Si  0.2707  -0.3053  0.0077
Si  0.1583  -0.0148  -0.0783
Si  0.0578  -0.6411  -0.3674
Si  -0.1122  -0.047  -0.1664
Si  -0.2318  0.6712  0.5476
Si  -0.1998  -0.5892  -0.1516
Si  -0.1621  0.3907  -0.1002
Si  0.0129  -0.3498  0.0583
Si  0.0584  -0.9293  0.2085
Si  -0.2027  0.6341  0.1813
Si  -0.0146  0.0837  0.1932
Si  0.587  0.469  0.4036
Si  -0.1911  -0.2813  -0.113
Si  0.1295  -0.6203  0.0055
Si  -0.0648  0.1064  0.0529
Si  -0.0383  0.0632  -0.2073
Si  -0.0204  -0.0886  -0.0206
Si  -0.0512  0.0545  0.2607
Si  -0.0516  0.0317  -0.1017
Si  -0.0336  -0.0188  -0.0991
Si  0.1447  -0.1129  0.0983
Si  0.0007  0.0035  -0.202
Si  0.071  -0.1103  -0.2106
Si  0.127  0.0928  -0.0861
Si  -0.0457  -0.0254  0.1393
Si  -0.0371  -0.1092  0.2248
Si  -0.0265  -0.0661  -0.3063
Si  0.0032  0.037  -0.1767
Si  0.0765  0.0959  -0.0754
Si  0.0875  0.1632  -0.2067
Si  -0.027  -0.0855  0.0379
Si  -0.0267  -0.0315  0.0102
Si  -0.0625  -0.0187  0.0014
Si  -0.0734  -0.0315  -0.1054
Si  0.0477  0.2077  -0.2401
Si  -0.0745  -0.1314  -0.0014
Si  -0.0473  -0.0916  0.2429
Si  -0.0421  0.0918  -0.0763
Si  -0.1477  -0.1541  -0.6252
Si  -0.0558  -0.054  0.1816
Si  0.0547  0.0538  -0.1212
O  -0.0256  0.2118  -0.1739
O  -0.4804  -0.0505  -0.0777
O  -0.1235  -0.0401  -0.1684
O  -0.3715  0.0565  -0.2243
O  -0.1539  -0.307  0.1189
O  -0.486  -0.3253  0.1471
O  0.1243  -0.0915  0.0771
O  0.1148  0.1482  0.3794
O  0.2925  0.1093  0.0816
O  -0.3231  -0.1004  -0.0541
O  -0.0258  0.2675  -0.0968
O  -0.1532  -0.0285  -0.0344
O  0.1342  0.0123  -0.1112
O  -0.5831  0.1183  0.1961
O  0.0668  0.0386  0.2083
O  -0.0283  -0.1033  -0.0606
O  0.018  0.0503  -0.0939
O  0.2303  0.4139  -0.0596
O  0.0364  -0.0541  0.0001
O  -0.0077  -0.0295  -0.0435
O  0.0194  -0.0303  0.0153
O  -0.0057  -0.1046  0.1783
O  0.0061  -0.1293  0.2065
O  -0.064  0.1872  -0.0055
O  -0.1153  -0.0371  0.1777
O  -0.0534  -0.0052  -0.0098
O  -0.0296  -0.0198  0.0871
O  -0.0463  0.0163  0.1507
O  0.018  -0.0125  0.0864
O  0.0665  0.0187  0.1132
O  -0.0712  -0.043  0.0214
O  -0.1046  -0.1044  -0.2712
O  -0.0729  0.0022  0.0565
O  -0.0852  -0.0025  -0.152
O  0.003  0.064  -0.2981
O  0.0504  -0.0077  -0.1065
O  0.0183  0.0149  -0.0095
O  0.0579  -0.0325  0.0546
O  0.0608  -0.0526  0.0836
O  -0.0582  0.5094  0.3255
O  -0.0001  0.006  0.0308
O  0.0944  0.0275  -0.1126
O  -0.049  0.0189  -0.0578
O  0.2514  -0.1162  0.0775
O  -0.1028  0.0213  0.1271
O  0.0102  0.0401  0.0272
O  -0.0479  -0.0993  -0.0151
O  -0.1195  -0.0236  -0.108
O  -0.0617  0.0013  0.0537
O  0.0244  0.0629  0.0745
O  0.1343  -0.0329  -0.0676
O  -0.0195  0.1937  0.1637
O  0.1063  0.1113  -0.1825
O  0.0633  0.0489  -0.1336
O  0.0806  0.0404  -0.1747
O  0.0388  -0.0038  -0.0232
O  0.0305  0.071  -0.0775
O  0.1868  0.1145  0.2456
O  -0.0289  -0.0469  0.0086
O  -0.0677  -0.0155  0.0315
O  0.0004  0.0273  0.0235
O  -0.0197  0.0111  0.0574
O  -0.0688  0.1803  -0.0951
O  0.0239  -0.0069  0.036
O  0.0552  0.023  -0.0373
O  -0.05  0.0485  0.1521
O  -0.0314  -0.0025  0.1103
O  -0.0112  -0.0146  0.1679
O  0.0862  -0.1922  0.155
O  0.026  0.047  0.0324
O  0.2604  -0.493  0.0533
O  0.0138  -0.0935  0.0351
O  0.0653  0.0472  0.0463
O  -0.0727  0.0447  -0.1685
O  0.0334  0.1155  -0.1329
O  -0.0458  0.0276  0.036
O  0.112  -0.0645  0.2236
O  0.042  -0.1295  -0.2726
O  0.0758  -0.1261  0.0711
O  0.0368  -0.0001  0.0639
O  0.0121  0.0481  0.1605
O  0.028  -0.1571  0.1886

The program warned: the cutoff lies below the one the program advises for these potential files.
